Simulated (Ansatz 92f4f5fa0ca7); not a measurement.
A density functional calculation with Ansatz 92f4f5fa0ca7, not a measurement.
Periodic cell of 534 atoms, Si286O176H72, with a vacuum gap, from a study of silicon, its oxide and their interface. The atomic structure is a simulated model.

Settings: functional r2SCAN; potential files Ansatz PAW; basis plane waves; wave-function cutoff 800 eV; density cutoff ratio 5; exchange-correlation grid ratio 1; k mesh 1 x 1 x 1, Gamma-centred; self-consistency stop 2e-11 eV per atom in the density residual; occupations fixed; spin none; net charge 0; applied field sawtooth along c, amplitude +0.015 V/angstrom in the program's sign convention, ramp centred at 0.9882 of c and 0.0237 of c wide, no dipole correction.

Cell vectors (angstrom)
a	16.3305	0	0
b	0	16.3305	0
c	0	0	42.1974

Atoms and the computed forces on them: element, x, y, z (angstrom), force x, y, z (eV/angstrom)
Si	0.256	-0.242	28.622	0.011	0.002	0.044
Si	2.684	2.79	28.35	-0.008	-0.002	0.046
Si	0.353	4.969	28.155	0.003	-0.006	0.051
Si	3.032	7.778	28.286	0.007	-0.006	0.041
Si	-0.183	11.237	28.643	-0.005	0	0.035
Si	2.571	14.022	28.916	0.001	0.002	0.039
Si	5.797	-0.254	28.834	-0.005	0	0.037
Si	8.521	2.337	28.71	0.003	0.002	0.043
Si	5.371	5.624	28.467	0	0.002	0.035
Si	8.139	8.485	28.689	0.007	0.009	0.04
Si	5.871	10.63	28.5	0.008	-0.004	0.036
Si	7.875	13.807	28.507	-0.011	-0.002	0.034
Si	10.715	0.177	28.445	-0.005	0.006	0.041
Si	13.339	2.831	28.416	0.001	0.007	0.035
Si	11.166	5.112	28.386	0.006	0.003	0.03
Si	13.202	8.606	28.238	-0.013	0.002	0.046
Si	10.929	10.715	28.876	-0.007	-0.012	0.034
Si	13.938	13.415	28.476	0.005	-0.004	0.032
Si	1.452	1.377	29.809	-0.002	-0.006	-0.008
Si	4.207	3.988	29.719	0.004	0.007	-0.007
Si	1.36	6.687	29.539	0.008	0.002	0.001
Si	4.113	9.48	29.609	0.001	-0.004	-0.006
Si	1.376	12.329	29.989	-0.008	0.001	-0.015
Si	4.171	15.069	30.178	0	0.001	-0.016
Si	7.003	1.248	30.095	0.002	-0.006	-0.012
Si	9.657	4.023	29.843	-0.003	-0.008	0
Si	6.901	6.814	29.791	-0.011	-0.006	-0.014
Si	9.514	9.529	30.227	0.003	0.006	-0.016
Si	6.845	12.225	29.909	-0.001	-0.002	0
Si	9.547	14.928	29.77	0.005	0.011	0
Si	12.23	1.336	29.827	-0.005	0	0.004
Si	15.026	4.011	29.605	0.002	0	-0.008
Si	12.3	6.81	29.602	-0.007	-0.003	-0.009
Si	14.916	9.538	29.665	0.009	0.017	-0.002
Si	12.317	12.304	29.834	0.004	0	0.001
Si	15.015	14.937	29.901	0.002	-0.003	-0.009
Si	0.01	2.712	31.106	0.005	-0.006	0
Si	2.751	0.129	31.35	0.003	-0.002	-0.001
Si	0.007	8.105	30.946	-0.009	-0.005	0.016
Si	2.737	5.375	31.029	-0.002	-0.003	0.01
Si	0.018	13.647	31.346	0.006	0.005	0
Si	2.783	10.825	31.102	0	0.009	0.006
Si	5.519	2.695	31.198	-0.006	-0.004	0.003
Si	8.318	-0.128	31.366	-0.011	0.013	-0.002
Si	5.452	8.169	31.111	0.01	0.001	0.005
Si	8.24	5.413	31.13	0.008	0.004	0.013
Si	5.478	13.531	31.336	-0.005	-0.005	0.003
Si	8.154	10.971	31.399	0.015	-0.013	-0.006
Si	10.953	2.689	31.264	0.003	0.005	0.001
Si	13.618	-0.005	31.169	0.008	-0.001	0.007
Si	10.974	8.032	31.217	-0.009	0.009	0.002
Si	13.703	5.461	30.997	0.004	0.003	0.005
Si	10.915	13.625	31.172	-0.003	-0.015	0.01
Si	13.632	10.864	31.168	0.002	-0.017	0.006
Si	1.374	4.086	32.473	-0.009	0.004	0.024
Si	4.135	1.449	32.649	-0.008	-0.025	0.012
Si	1.359	9.457	32.399	0.006	0.015	0.025
Si	4.073	6.774	32.432	0.003	-0.007	0.02
Si	1.386	15.029	32.644	0.006	-0.005	0.012
Si	4.063	12.165	32.593	0.015	0.022	0.018
Si	6.852	4.097	32.511	-0.009	0	0.024
Si	9.604	1.344	32.647	-0.005	-0.007	0.009
Si	6.749	9.521	32.582	-0.012	0.008	0.015
Si	9.574	6.73	32.556	0.007	0.012	0.02
Si	6.852	14.913	32.664	-0.005	0.02	0.019
Si	9.582	12.309	32.642	-0.009	-0.004	0.013
Si	12.35	4.117	32.484	-0.024	-0.01	0.021
Si	14.998	1.362	32.51	0.024	0.018	0.021
Si	12.292	9.485	32.536	-0.011	0.013	0.022
Si	15.021	6.798	32.433	-0.005	-0.009	0.029
Si	12.252	14.985	32.541	0.001	0.022	0.023
Si	14.975	12.205	32.572	0.004	0.01	0.014
Si	-0.007	0.036	33.948	-0.017	0.005	0.196
Si	2.714	2.787	33.931	0.007	0	0.202
Si	0.028	5.45	33.856	-0.003	0.011	0.169
Si	2.704	8.12	33.818	-0.004	-0.011	0.219
Si	0.028	10.82	33.852	0.011	-0.028	0.215
Si	2.719	13.588	33.938	0.002	-0.018	0.195
Si	5.467	0.007	33.957	-0.005	0.014	0.198
Si	8.181	2.739	33.903	0.032	-0.014	0.236
Si	5.446	5.45	33.838	-0.011	0.016	0.2
Si	8.178	8.141	33.859	0.011	-0.019	0.196
Si	5.405	10.843	33.981	0.019	-0.039	0.22
Si	8.2	13.607	34.031	0.044	-0.063	0.252
Si	10.951	-0.006	33.976	0.01	0.002	0.244
Si	13.665	2.744	33.88	-0.003	0.003	0.207
Si	10.95	5.408	33.907	0.012	0	0.204
Si	13.674	8.14	33.873	0.022	-0.016	0.199
Si	10.926	10.855	33.908	0.012	-0.021	0.191
Si	13.602	13.589	33.879	0.014	-0.006	0.231
Si	1.36	1.404	35.289	-0.039	-0.001	0.309
Si	4.084	4.142	35.264	-0.038	-0.008	0.259
Si	1.375	6.802	35.253	-0.079	-0.066	0.002
Si	4.012	9.467	35.267	0.135	0.086	0.245
Si	1.319	12.213	35.251	0.247	-0.023	0.228
Si	4.073	14.972	35.295	0.103	-0.087	0.284
Si	6.815	1.415	35.28	0	-0.206	0.392
Si	9.548	4.083	35.265	0.177	-0.113	0.304
Si	6.799	6.8	35.212	0.032	0.007	0.259
Si	9.521	9.502	35.238	0.069	0.039	0.241
Si	6.776	12.235	35.311	0.168	-0.176	0.43
Si	9.549	15.004	35.333	0.09	-0.077	0.542
Si	12.305	1.388	35.273	0.042	-0.031	0.329
Si	15.014	4.09	35.258	-0.013	0.044	0.082
Si	12.291	6.805	35.256	0.033	-0.123	0.144
Si	15.01	9.498	35.268	0.075	-0.142	0.12
Si	12.279	12.232	35.257	-0.09	-0.079	0.372
Si	14.95	14.954	35.243	0.051	0.111	0.35
Si	0.019	2.745	6.978	0.026	-0.114	-0.129
Si	2.694	0.018	6.949	-0.088	0.081	-0.178
Si	0.026	8.151	6.954	-0.097	0.014	-0.122
Si	2.733	5.467	6.961	-0.01	-0.148	-0.098
Si	-0.061	13.577	6.92	-0.013	0.182	-0.16
Si	2.648	10.846	6.919	-0.001	0.183	-0.317
Si	5.428	2.773	6.928	-0.07	0.043	-0.231
Si	8.171	0.074	6.94	-0.188	0.001	-0.461
Si	5.411	8.109	6.897	0.059	0.071	-0.273
Si	8.164	5.474	6.901	-0.083	0.099	-0.191
Si	5.409	13.615	6.972	-0.13	0.105	-0.261
Si	8.143	10.85	6.902	-0.078	0.155	-0.477
Si	10.893	2.717	6.915	-0.037	0.114	-0.394
Si	13.643	0	6.918	0.014	-0.039	-0.39
Si	10.899	8.164	6.916	-0.044	0.05	-0.15
Si	13.639	5.435	6.929	-0.033	-0.016	-0.192
Si	10.922	13.596	6.908	-0.05	0.031	-0.543
Si	13.638	10.883	6.93	-0.159	0.024	-0.15
Si	1.388	4.101	8.343	0.012	0.003	-0.183
Si	4.061	1.414	8.291	-0.019	0.009	-0.211
Si	1.327	9.531	8.369	-0.006	-0.016	-0.203
Si	4.093	6.798	8.351	-0.019	0.008	-0.213
Si	1.275	14.969	8.257	-0.02	0.011	-0.202
Si	3.97	12.229	8.264	-0.014	0.034	-0.199
Si	6.776	4.163	8.282	-0.013	0.009	-0.215
Si	9.53	1.411	8.318	-0.014	0.013	-0.237
Si	6.738	9.504	8.226	-0.032	0.021	-0.224
Si	9.521	6.82	8.289	0.009	-0.01	-0.198
Si	6.776	15.06	8.256	-0.012	0.013	-0.213
Si	9.538	12.221	8.199	-0.031	0.031	-0.234
Si	12.237	4.076	8.261	0.015	-0.003	-0.2
Si	14.989	1.332	8.307	-0.005	0.035	-0.195
Si	12.252	9.542	8.278	0.023	-0.014	-0.186
Si	15.01	6.775	8.308	-0.003	0.015	-0.19
Si	12.25	14.993	8.254	-0.005	0.012	-0.241
Si	14.928	12.25	8.362	0.002	0.008	-0.213
Si	-0.021	-0.035	9.716	0.004	-0.021	-0.028
Si	2.742	2.75	9.729	0	-0.007	-0.025
Si	0.043	5.447	9.726	-0.015	-0.015	-0.027
Si	2.742	8.176	9.698	-0.012	-0.012	-0.016
Si	-0.06	10.881	9.76	-0.002	0.003	-0.025
Si	2.561	13.577	9.612	0.01	-0.002	-0.009
Si	5.392	0.059	9.659	0.01	-0.005	-0.017
Si	8.129	2.812	9.612	-0.007	-0.006	-0.014
Si	5.449	5.46	9.767	0.024	-0.001	-0.021
Si	8.124	8.218	9.605	0.016	-0.001	-0.022
Si	5.33	10.839	9.561	0.004	0.004	-0.022
Si	8.22	13.675	9.451	-0.004	-0.007	-0.014
Si	10.924	0.029	9.622	0.013	0	-0.02
Si	13.58	2.688	9.597	0.006	0.007	-0.007
Si	10.864	5.405	9.64	0.007	0.011	-0.026
Si	13.606	8.141	9.606	-0.016	-0.001	-0.01
Si	10.863	10.908	9.631	0.003	-0.012	-0.034
Si	13.525	13.656	9.685	-0.005	-0.013	-0.014
Si	1.404	1.313	11.049	-0.011	0.015	-0.01
Si	4.091	4.083	11.18	-0.016	0.002	-0.004
Si	1.439	6.821	11.105	-0.01	0.005	-0.004
Si	4.039	9.549	11.105	0.007	0.003	-0.006
Si	1.226	12.318	11.143	0.013	0.009	-0.019
Si	3.925	14.964	10.881	0.003	-0.007	0.002
Si	6.758	1.503	10.976	0.003	-0.011	-0.003
Si	9.46	4.107	11.047	0.006	-0.005	-0.015
Si	6.818	6.925	11.055	-0.008	0.005	-0.012
Si	9.464	9.577	10.971	-0.003	0.003	0.003
Si	6.75	12.336	10.608	0.006	-0.005	0.025
Si	9.553	14.975	10.898	-0.018	0.004	0.002
Si	12.245	1.384	11.035	0.001	0.011	-0.012
Si	14.964	3.985	10.941	-0.009	0.009	-0.002
Si	12.271	6.753	10.938	0.008	-0.001	-0.005
Si	14.873	9.467	11.063	0.001	-0.013	-0.005
Si	12.092	12.345	11.039	0.009	-0.009	-0.014
Si	14.854	14.991	11.092	0.006	0.007	-0.003
Si	-0.012	2.657	12.335	0.005	0.006	-0.003
Si	2.668	-0.136	12.441	0.002	-0.003	-0.01
Si	0.006	8.139	12.433	-0.001	0.001	0.001
Si	2.801	5.519	12.59	0.001	-0.002	0.005
Si	-0.317	13.572	12.556	-0.003	-0.005	0.001
Si	2.654	10.953	12.457	-0.005	-0.003	0.001
Si	5.442	2.684	12.576	0.011	0.007	0.002
Si	8.16	0.055	12.11	0.002	-0.001	0.018
Si	5.515	8.285	12.504	-0.004	-0.003	0.004
Si	8.143	5.55	12.418	0.001	-0.004	-0.003
Si	5.406	13.597	11.991	0.002	0.003	0.008
Si	8.079	11.194	12.064	-0.012	-0.006	-0.004
Si	10.787	2.662	12.369	0.004	0.001	0.007
Si	13.601	0.105	12.5	-0.007	-0.007	0.001
Si	10.779	8.025	12.228	0.008	0.007	0
Si	13.625	5.336	12.285	0	0	0.012
Si	10.791	13.736	12.516	-0.001	0.008	-0.009
Si	13.356	10.853	12.287	0.004	-0.002	0.009
Si	1.187	4.144	13.651	-0.007	-0.01	0.014
Si	4.374	0.861	13.768	-0.011	-0.003	0.024
Si	0.966	9.873	13.749	0.005	-0.006	0.02
Si	4.425	6.744	13.947	-0.001	0.008	0.026
Si	0.948	15.127	13.763	0.007	-0.002	0.019
Si	4.431	12.131	13.498	0.005	0.014	0.012
Si	6.595	4.435	13.732	0.002	-0.004	0.025
Si	9.655	0.999	13.63	-0.013	0	0.016
Si	6.721	10.061	13.534	0.011	0.009	0.011
Si	9.844	6.51	13.785	0.011	0	0.027
Si	6.647	15.085	13.26	-0.001	-0.005	-0.002
Si	8.82	12.923	13.57	-0.009	-0.005	0.014
Si	12.033	4.188	13.591	0.012	-0.001	0.017
Si	15.226	1.215	13.88	0.003	0.013	0.022
Si	11.865	9.544	13.519	0.001	-0.01	0.024
Si	15.311	6.347	13.571	-0.013	0.001	0.014
Si	12.05	15.296	13.835	0.008	0.007	0.023
Si	14.753	11.843	13.843	-0.004	-0.008	0.02
Si	8.573	-15.217	16.505	-0.004	-0.009	0.054
Si	10.759	2.347	23.151	-0.004	0.006	0.059
Si	8.624	-5.984	19.626	-0.016	0	0.07
Si	3.9	-8.264	16.878	0.005	-0.001	0.066
Si	13.463	7.753	15.566	0.003	-0.001	0.05
Si	13.057	-1.643	16.833	0.012	0.007	0.072
Si	10.683	-13.909	20.013	-0.005	0.001	0.067
Si	17.914	-21.521	26.237	-0.007	0.005	0.055
Si	24.351	-15.206	20.424	0.006	-0.002	0.054
Si	32.542	-3.518	20.298	0.012	0.012	0.057
Si	19.242	13.647	26.138	0.002	-0.006	0.057
Si	14.636	7.805	18.184	0.001	-0.008	0.044
Si	-16.823	-5.878	18.494	0.004	0.003	0.065
Si	9.844	23.422	26.392	0.003	-0.002	0.069
Si	19.426	-9.005	21.601	-0.005	0.001	0.069
Si	-8.496	-9.442	23.979	0.007	-0.007	0.055
Si	-0.997	-1.133	18.757	0.001	-0.007	0.062
Si	30.631	-1.61	21.543	-0.013	0.007	0.065
Si	13.374	-4.671	16.805	0	-0.007	0.06
Si	6.939	-0.787	18.141	0.004	-0.009	0.061
Si	7.212	20.135	16.566	-0.005	0.004	0.065
Si	9.394	15.95	22.92	0.012	-0.011	0.043
Si	-2.818	2.797	16.06	-0.006	0.008	0.063
Si	22.639	8.462	18.839	0.002	0.012	0.053
Si	8.14	4.071	23.71	-0.008	0.009	0.057
Si	20.939	0.303	23.588	-0.01	0.002	0.057
Si	15.175	17.699	26.352	0	-0.007	0.062
Si	6.742	20.06	26.452	-0.004	-0.004	0.064
Si	2.461	2.207	15.911	-0.005	0.003	0.065
Si	15.674	16.77	23.574	0	0.006	0.06
Si	18.37	-1.074	23.984	0.006	0.005	0.051
Si	16.041	3.352	22.623	-0.009	-0.004	0.068
Si	27.06	-6.399	17.576	-0.006	0.003	0.064
Si	13.392	36.612	23.778	0.009	-0.001	0.047
Si	4.389	-22.708	20.896	-0.002	0.005	0.051
Si	3.769	15.065	18.224	0.007	-0.002	0.064
Si	-9.477	-18.208	22.773	-0.01	0.005	0.051
Si	-1.681	4.8	18.333	0.006	0.003	0.059
Si	9.706	-3.932	26.644	-0.005	0.001	0.056
Si	28.114	-2.314	23.32	-0.001	-0.006	0.062
Si	7.244	-19.466	19.91	-0.005	0.004	0.064
Si	11.999	-18.092	26.389	0.003	0.002	0.087
Si	12.415	8.667	25.333	-0.003	-0.003	0.064
Si	-7.105	-5.768	15.106	0.005	-0.008	0.048
Si	-5.455	11.117	24.216	0	0.002	0.055
Si	23.808	5.529	19.006	-0.005	-0.001	0.05
Si	-3.409	-9.832	20.119	0.004	0.004	0.064
Si	1.605	-6.367	23.641	-0.004	0	0.06
Si	21.661	-13.002	22.93	-0.002	-0.004	0.061
Si	36.839	12.685	20.208	0.001	-0.012	0.053
Si	0.516	-8.912	23.208	-0.001	0.003	0.046
Si	-2.608	6.853	23.127	0.001	0.007	0.065
Si	5.778	3.123	20.216	-0.002	-0.002	0.062
Si	-11.772	-4.884	25.819	-0.003	0.004	0.065
Si	-5.892	5.35	19.139	0.001	-0.011	0.053
Si	4.482	3.567	17.743	0.001	0.003	0.065
Si	2.536	7.699	25.231	0.003	0.005	0.063
Si	6.121	11.37	23.248	-0.003	-0.002	0.062
Si	8.665	9.682	22.657	0.007	-0.003	0.03
Si	18.596	-19.936	22.241	-0.003	-0.003	0.067
Si	4.639	1.473	26.41	-0.003	0.004	0.068
Si	18.335	10.428	16.535	0.001	0.002	0.058
Si	21.119	22.505	23.948	0.002	0	0.053
Si	17.785	17.205	18.366	-0.003	0	0.051
Si	35.439	-2.878	15.692	0.008	0.003	0.06
Si	27.872	0.814	17.679	-0.004	0.007	0.058
Si	17.199	20.005	19.691	-0.003	0.004	0.071
Si	27.15	-9.357	16.575	0.008	-0.01	0.062
Si	19.364	22.243	18.825	-0.003	0.003	0.055
Si	15.85	20.339	25.459	0.009	0.001	0.067
O	11.971	-17.068	17.605	0.004	-0.009	-0.023
O	-3.365	-10.825	23.631	0	0.006	-0.023
O	11.099	-13.979	21.569	0	0.001	-0.051
O	13.172	8.077	24.023	0.012	-0.016	-0.036
O	-0.18	5.152	26.585	-0.006	-0.005	-0.039
O	5.625	-12.804	16.626	0.008	-0.001	-0.029
O	12.268	3.981	27.891	0	-0.004	-0.01
O	-2.974	6.992	21.574	-0.01	-0.007	-0.059
O	4.314	5.056	18.335	0.005	-0.009	-0.026
O	4.092	12.917	25.298	0.005	-0.002	-0.019
O	5.495	11.416	27.125	-0.013	0.007	-0.042
O	16.112	13.783	18.994	-0.004	0.009	-0.023
O	17.442	-9.219	24.698	-0.01	0	-0.03
O	4.239	6.707	28.008	-0.007	0.006	-0.006
O	7.644	2.992	27.535	-0.016	0.01	-0.031
O	3.233	-14.21	26.94	0.011	-0.006	-0.024
O	7.735	4.155	25.268	0.014	0.003	-0.048
O	11.958	9.655	28.193	0.013	-0.006	-0.011
O	22.641	13	23.286	0.003	0.008	-0.02
O	14.251	3.909	25.157	-0.013	0.001	-0.029
O	14.041	3.938	17.095	-0.009	-0.019	-0.04
O	1.612	23.206	22.118	0.013	-0.003	-0.031
O	5.489	21.864	14.285	-0.002	0.001	-0.017
O	4.749	18.178	23.154	0.002	0.011	-0.025
O	25.056	-14.969	14.917	0.013	0.001	-0.047
O	11.407	-0.403	27.064	0.005	-0.012	-0.025
O	17.077	-5.768	27.479	0.015	0	-0.036
O	7.371	-2.174	21.234	0.004	-0.01	-0.042
O	9.189	8.013	27.54	0.012	-0.014	-0.034
O	10.413	5.718	27.057	-0.009	0.01	-0.028
O	12.309	-9.617	15.989	0.003	0.003	-0.024
O	20.094	13.081	21.735	0.01	-0.001	-0.029
O	11.052	7.851	25.642	0.009	0.006	-0.022
O	11.992	-6.11	25.013	-0.005	0.008	-0.023
O	16.973	16.001	24.09	-0.005	0	-0.019
O	13.881	18.254	27.157	0.011	-0.009	-0.026
O	10.584	-6.098	14.273	0.009	0.002	-0.021
O	5.572	-0.256	14.091	-0.004	0.008	-0.015
O	19.496	-5.613	26.269	0.003	0	-0.016
O	1.54	-2.078	15.017	-0.016	0.013	-0.035
O	20.6	6.764	22.546	-0.012	0.009	-0.033
O	4.636	0.402	25.206	0	-0.009	-0.043
O	12.901	-3.19	17.269	0	-0.003	-0.012
O	17.759	15.007	28.268	0	-0.002	-0.011
O	12.587	18.049	16.835	0.014	0.01	-0.031
O	1.497	9.56	15.255	-0.01	-0.005	-0.044
O	1.688	3.194	14.894	-0.007	0.016	-0.033
O	-3.715	3.557	14.963	-0.01	0.007	-0.034
O	16.427	0.056	18.701	0.006	0.004	-0.023
O	7.543	4.034	15.008	-0.007	0.008	-0.051
O	15.648	-7.457	18.839	-0.001	0.001	-0.02
O	26.805	-1.567	22.727	-0.007	0.006	-0.017
O	-4.203	2.927	23.842	-0.009	-0.004	-0.018
O	14.68	1.976	15.246	0.013	-0.017	-0.04
O	5.754	-3.717	19.966	0.003	0.001	-0.019
O	-0.092	2.58	26.136	-0.002	0.009	-0.025
O	21.642	15.586	18.146	-0.004	0.001	-0.017
O	11.331	-10.021	20.075	-0.009	-0.005	-0.02
O	7.55	9.521	18.695	-0.003	-0.006	-0.024
O	14.528	-1.153	17.346	-0.017	-0.002	-0.035
O	15.206	6.292	17.915	0	0.003	-0.021
O	19.455	3.149	17.031	-0.01	-0.012	-0.034
O	-2.992	7.691	19.125	0.009	0.009	-0.027
O	29.147	-1.492	15.225	-0.013	0.003	-0.053
O	14.641	6.907	14.919	0.012	-0.006	-0.027
O	17.789	1.265	16.775	0.008	0.009	-0.039
O	19.116	-7.357	24.223	-0.003	0.006	-0.026
O	25.421	18.526	19.882	0.005	0.003	-0.03
O	7.585	-0.165	16.777	0.011	0.011	-0.029
O	10.966	13.388	26.733	0.003	0.002	-0.018
O	19.208	7.056	17.673	0.007	0.018	-0.038
O	25.367	12.16	14.989	0.001	0.012	-0.027
O	-0.972	-9.542	23.159	-0.003	-0.001	-0.02
O	1.824	4.885	19.168	0.006	0.004	-0.025
O	19.677	-1.879	16.803	-0.012	-0.016	-0.047
O	3.299	9.574	16.99	-0.008	0.003	-0.019
O	14.306	-17.302	20.03	0.009	0.004	-0.042
O	9.476	-6.038	16.645	-0.008	0.004	-0.041
O	14.428	3.631	22.547	0.005	-0.001	-0.021
O	3.683	11.137	20.009	-0.001	0.002	-0.018
O	-1.715	11.108	17.667	-0.017	0.007	-0.03
O	-5.429	5.288	13.99	-0.01	0.005	-0.017
O	5.258	10.705	22.044	-0.014	-0.011	-0.042
O	-0.015	0.037	14.304	-0.003	-0.003	-0.013
O	8.233	-4.415	19.854	0.004	-0.005	-0.016
O	-9.677	18.224	20.785	0.002	0	-0.019
O	3.513	-2.662	27.629	-0.001	-0.008	-0.044
O	21.945	2.684	25.955	0.001	0.001	-0.019
O	-2.939	-2.166	27.12	-0.012	0.007	-0.031
O	-14.779	-3.575	26.198	0.003	0.001	-0.025
O	3.615	1.342	15.154	0.02	-0.011	-0.04
O	10.91	-7.998	17.437	0	-0.006	-0.019
O	5.376	9.04	20.017	0.019	-0.016	-0.04
O	-0.415	0.227	27.211	-0.012	0.012	-0.038
O	0.853	10.578	24.927	0.001	-0.009	-0.039
O	7.6	0.113	19.279	-0.009	-0.009	-0.034
O	1.809	-18.874	23.352	0	-0.016	-0.033
O	35.005	-4.354	16.193	0.001	0.007	-0.023
O	18.889	-1.267	25.501	-0.006	0.008	-0.032
O	8.649	9.604	21.055	0	0.006	-0.066
O	28.508	-1.665	24.777	-0.003	-0.004	-0.04
O	3.584	-2.5	19.252	-0.003	0.021	-0.042
O	16.198	1.758	22.809	0.003	0.008	-0.023
O	15.814	-12.475	18.898	-0.011	0.003	-0.024
O	12.895	-2.063	22.177	0.017	0.003	-0.03
O	19.709	6.692	20.167	0	-0.014	-0.051
O	11.564	12.413	23.51	0.004	0.01	-0.024
O	17.684	12.868	20.926	-0.019	0	-0.038
O	-1.449	-0.493	22.544	-0.009	-0.018	-0.033
O	10.842	0.018	14.226	0.005	-0.006	-0.012
O	3.137	-0.231	23.153	0.002	0.001	-0.019
O	-10.286	5.039	27.092	0.011	-0.014	-0.032
O	9.705	11.704	25.193	0.008	-0.01	-0.036
O	8.661	6.803	25.356	-0.018	-0.001	-0.045
O	7.57	5.122	17.432	0	-0.013	-0.036
O	1.632	3.972	27.948	-0.004	0.006	-0.022
O	-2.721	5.125	19.551	0.008	-0.006	-0.033
O	-2.43	-4.471	15.261	0.017	0.008	-0.056
O	8.366	-3.117	27.046	0.012	-0.006	-0.024
O	3.245	-7.385	21.467	0.009	0.004	-0.021
O	0.54	3.787	21.296	0.013	0.004	-0.053
O	7.874	9.74	14.682	-0.013	-0.005	-0.02
O	-1.28	12.295	28.005	-0.001	0.003	-0.017
O	23.281	3.247	23.008	-0.01	-0.004	-0.019
O	20.341	7.489	15.351	0.006	-0.018	-0.061
O	7.613	10.781	23.176	0.002	-0.003	-0.023
O	2.195	11.206	22.799	0.006	0.014	-0.03
O	8.222	5.574	23.11	0.001	-0.004	-0.019
O	-9.643	4.351	19.745	0.009	0.01	-0.026
O	4.864	3.687	21.42	0.001	-0.001	-0.04
O	38.347	-0.733	22.936	0.01	-0.009	-0.02
O	12.871	-7.423	14.631	-0.01	0.013	-0.029
O	8.25	8.227	23.205	0.002	0.015	-0.024
O	23.186	-9.339	19.231	0.002	-0.002	-0.015
O	10.15	-6.036	19.044	0.021	-0.004	-0.036
O	21.201	2.598	18.981	-0.009	0.003	-0.042
O	24.294	2.487	17.12	0.001	0.001	-0.027
O	26.363	0.906	17.132	-0.008	0	-0.022
O	0.243	4.119	23.988	0.001	-0.005	-0.041
O	16.824	9.03	22.919	-0.003	-0.003	-0.018
O	15.198	-2.96	21.435	0.007	-0.007	-0.033
O	-11.496	4.544	23.889	0	-0.007	-0.023
O	10.508	-10.585	17.568	0	0.015	-0.041
O	11.53	-15.035	19.224	0.008	-0.014	-0.034
O	20.062	22.957	25.082	0.008	-0.006	-0.029
O	12.082	-5.628	17.099	0.007	0.005	-0.022
O	8.121	15.14	23.581	0	0.001	-0.022
O	8.942	-10.798	19.661	0.001	0	-0.023
O	8.742	0.315	21.612	-0.01	0.015	-0.038
O	5.19	16.99	27.662	-0.012	0.014	-0.038
O	5.393	10.835	24.594	0.014	0	-0.042
O	7.02	9.525	28.079	-0.009	0.002	-0.01
O	15.922	11.286	19.876	-0.004	-0.018	-0.032
O	14.147	24.819	16.814	-0.01	0	-0.037
O	10.23	-15.47	23.63	-0.002	0	-0.018
O	10.139	-6.19	23.158	-0.014	-0.009	-0.032
O	1.474	18.539	19.312	0.003	-0.015	-0.021
O	-1.566	0.798	24.881	0.004	-0.008	-0.044
O	17.218	-5.796	17.679	0.017	-0.002	-0.037
O	9.582	1.289	28.008	0.005	-0.004	-0.019
O	16.388	5.24	14.137	0.006	0.002	-0.011
O	9.748	7.096	15.338	-0.014	-0.004	-0.052
O	9.558	3.367	23.485	0.01	-0.008	-0.019
O	7.711	-2.267	14.028	0.011	-0.008	-0.01
O	13.438	-7.88	26.606	0	-0.003	-0.039
O	16.052	-5.444	14.068	-0.002	0.003	-0.015
O	21.726	-8.112	17.51	-0.018	-0.005	-0.033
O	18.762	-8.222	26.791	-0.005	0.001	-0.047
O	7.42	-2.292	18.53	-0.001	0.011	-0.025
O	9.901	11.24	27.733	-0.006	0.018	-0.03
O	19.106	16.284	18.642	-0.002	0.002	-0.027
O	23.065	14.922	28.146	0.011	-0.005	-0.009
O	20.311	13.194	14.649	0.008	-0.012	-0.03
O	10.974	3.84	19.312	0.002	0.009	-0.022
O	21.859	11.057	14.116	-0.001	-0.004	-0.013
O	22.57	6.816	24.272	-0.003	-0.001	-0.017
H	0.538	2.226	36.222	0.389	-0.338	-0.212
H	2.166	0.567	36.222	-0.211	0.287	-0.278
H	3.254	4.956	36.197	0.468	-0.238	-0.236
H	4.898	3.313	36.197	-0.257	0.262	-0.283
H	2.204	5.987	36.185	-0.347	0.319	-0.289
H	0.553	7.624	36.185	0.324	-0.294	-0.301
H	3.195	10.293	36.2	0.186	-0.374	-0.262
H	4.846	8.658	36.2	-0.379	0.164	-0.233
H	2.129	11.379	36.183	-0.26	0.329	-0.228
H	0.492	13.03	36.183	0.191	-0.353	-0.293
H	4.888	14.144	36.227	-0.265	0.332	-0.229
H	3.25	15.793	36.227	0.22	-0.283	-0.284
H	7.641	0.598	36.212	-0.231	0.307	-0.242
H	5.984	2.228	36.212	0.283	-0.258	-0.267
H	10.364	3.255	36.198	-0.347	0.237	-0.224
H	8.728	4.907	36.198	0.314	-0.191	-0.272
H	5.954	7.598	36.145	0.333	-0.208	-0.275
H	7.633	5.99	36.145	-0.335	0.198	-0.262
H	10.355	8.692	36.17	-0.315	0.225	-0.248
H	8.69	10.314	36.17	0.255	-0.237	-0.294
H	7.592	11.408	36.243	-0.318	0.226	-0.174
H	5.958	13.061	36.243	0.28	-0.28	-0.264
H	10.36	14.172	36.266	-0.221	0.277	-0.188
H	8.734	15.832	36.266	0.31	-0.214	-0.243
H	13.112	0.551	36.205	-0.182	0.442	-0.215
H	11.459	2.184	36.205	0.319	-0.209	-0.272
H	14.183	4.903	36.191	0.291	-0.254	-0.283
H	15.832	3.265	36.191	-0.297	0.39	-0.279
H	11.46	7.617	36.189	0.308	-0.197	-0.284
H	13.106	5.976	36.189	-0.282	0.315	-0.236
H	15.832	8.676	36.2	-0.333	0.344	-0.234
H	14.192	10.324	36.2	0.246	-0.241	-0.315
H	11.459	13.056	36.189	0.19	-0.276	-0.279
H	13.104	11.413	36.189	-0.226	0.329	-0.244
H	14.149	15.797	36.175	0.216	-0.402	-0.243
H	15.754	14.115	36.175	-0.249	0.318	-0.255
H	-0.8	3.569	6.046	0.301	-0.312	0.289
H	0.841	1.923	6.046	-0.286	0.343	0.248
H	3.517	-0.803	6.017	-0.249	0.273	0.268
H	1.888	0.855	6.017	0.297	-0.355	0.203
H	-0.795	8.973	6.022	0.266	-0.283	0.267
H	0.848	7.329	6.022	-0.264	0.392	0.266
H	3.562	4.653	6.029	-0.318	0.327	0.266
H	1.904	6.282	6.029	0.332	-0.299	0.286
H	-0.865	14.416	5.987	0.207	-0.469	0.229
H	0.765	12.76	5.987	-0.294	0.229	0.307
H	3.465	10.02	5.987	-0.268	0.192	0.296
H	1.838	11.679	5.987	0.2	-0.405	0.215
H	6.258	1.96	5.996	-0.263	0.271	0.278
H	4.614	3.602	5.996	0.318	-0.353	0.214
H	7.345	0.891	6.008	0.423	-0.194	0.192
H	8.986	-0.755	6.008	-0.189	0.191	0.286
H	6.257	7.312	5.965	-0.416	0.243	0.25
H	4.577	8.918	5.965	0.182	-0.284	0.266
H	7.33	6.284	5.968	0.416	-0.265	0.224
H	8.983	4.651	5.968	-0.258	0.201	0.302
H	4.594	14.443	6.04	0.268	-0.328	0.193
H	6.227	12.789	6.04	-0.229	0.225	0.296
H	8.974	10.037	5.97	-0.36	0.209	0.238
H	7.327	11.677	5.97	0.266	-0.243	0.187
H	10.078	3.545	5.983	0.239	-0.281	0.232
H	11.74	1.92	5.983	-0.348	0.181	0.264
H	12.837	0.837	5.986	0.28	-0.237	0.262
H	14.443	-0.843	5.986	-0.314	0.369	0.228
H	10.065	8.974	5.984	0.299	-0.278	0.247
H	11.73	7.352	5.984	-0.265	0.251	0.277
H	14.469	4.622	5.997	-0.368	0.282	0.226
H	12.824	6.264	5.997	0.301	-0.217	0.269
H	10.11	14.428	5.976	0.174	-0.243	0.216
H	11.742	12.772	5.976	-0.23	0.388	0.208
H	14.456	10.058	5.998	-0.215	0.311	0.291
H	12.813	11.702	5.998	0.319	-0.273	0.248

Results
free energy: -284451.278 eV
free energy less fixed offsets of H -15.71, O -570.45, Si -639.56 eV per atom: -6.798 eV

The program warned: the cutoff lies below the one the program advises for these potential files; the forces do not sum to zero within the program's tolerance; empty levels may hold ghost states of the PAW files; the exchange-correlation potential is rough where the density is thin.
